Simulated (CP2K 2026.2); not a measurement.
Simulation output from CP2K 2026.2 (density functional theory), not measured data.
Periodic cell of 504 atoms, Si360O144, from a study of silicon, its oxide and their interface. The atomic structure is a simulated model.
Doubt: the forces sum to 1.23 eV/angstrom along one axis rather than to zero, so they err by at least 0.0024 eV/angstrom per atom on average; the grid cutoff is modest.

Settings: functional PBE; method Gaussian and plane waves; basis set DZVP-MOLOPT-SR-GTH; pseudopotentials GTH-PBE; grid cutoff 300 Ry, relative cutoff 40 Ry; k points Gamma only; occupations fixed; spin none; net charge 0.

Cell vectors (angstrom)
a	16.32	0	0
b	0	16.32	0
c	0.6653	6.3806	34.5534

Atoms and the computed forces on them: element, x, y, z (angstrom), force x, y, z (eV/angstrom)
Si	1.063	-1.148	-0.135	0.235	-0.105	0.73
Si	3.976	1.539	0.052	0.164	-0.252	0.696
Si	1.679	3.764	-0.044	-0.323	0.294	0.667
Si	3.863	7.041	0.177	0.087	-0.2	0.683
Si	1.586	-7.105	0.167	-0.111	0.164	0.701
Si	4.359	-4.459	0.031	-0.209	0.224	0.737
Si	6.977	-1.62	-0.069	-0.109	0.149	0.727
Si	9.272	1.654	0.039	0.114	-0.151	0.754
Si	7.071	3.881	0.036	-0.123	0.172	0.751
Si	9.844	6.84	0.177	-0.256	-0.009	0.622
Si	6.525	9.646	0.332	0.207	0.018	0.719
Si	-7.064	-3.833	-0.178	0.206	-0.224	0.705
Si	-3.924	-1.575	0.22	-0.158	0.168	0.74
Si	-1.206	1.084	-0.149	-0.153	0.212	0.696
Si	-4.421	4.489	0.032	0.164	-0.16	0.756
Si	-1.491	7.004	0.282	0.119	-0.18	0.654
Si	-3.635	-7.006	0.216	-0.281	0.175	0.664
Si	-1.745	-3.86	0.128	0.378	-0.193	0.69
Si	2.72	-0.075	1.22	-0.015	0.017	-0.045
Si	5.493	2.739	1.376	0.014	0.007	-0.034
Si	2.711	5.387	1.359	-0.016	-0.02	-0.04
Si	5.341	8.149	1.606	-0.026	-0.006	-0.02
Si	2.723	-5.466	1.389	0.019	-0.02	-0.08
Si	5.446	-2.78	1.289	0.021	-0.018	-0.063
Si	8.119	-0.007	1.26	0.017	-0.004	-0.029
Si	-5.476	2.821	1.333	-0.009	0.005	-0.072
Si	8.18	5.549	1.298	0.017	-0.015	-0.043
Si	-5.288	8.26	1.519	0.008	0.015	-0.033
Si	8.213	10.916	1.307	-0.008	0.002	-0.049
Si	-5.522	-2.807	1.353	-0.028	-0.017	-0.055
Si	-2.714	0.047	1.354	0.013	-0.003	-0.044
Si	-0.047	2.697	1.168	0.008	-0.03	-0.053
Si	-2.759	5.433	1.422	-0.018	0.01	-0.074
Si	0.051	8.151	1.557	0.003	0.013	-0.028
Si	-2.67	-5.422	1.601	0.015	0.034	-0.039
Si	-0.008	-2.729	1.242	-0.007	0.019	-0.047
Si	1.351	1.338	2.586	-0.017	-0.005	0.03
Si	4.121	4.09	2.725	0.005	0.023	0.033
Si	1.375	6.705	2.805	0.019	0.001	0.042
Si	3.999	9.538	2.878	-0.003	0.03	0.06
Si	1.35	-4.057	2.663	-0.012	0.007	0.001
Si	4.063	-1.409	2.625	0.031	0.032	-0.011
Si	6.792	1.313	2.703	0.002	0.013	0.017
Si	9.5	4.166	2.725	0.005	0.007	0.041
Si	6.809	6.778	2.766	0.01	-0.018	0.021
Si	9.545	9.584	2.735	-0.012	0.003	0.023
Si	6.822	12.239	2.708	-0.009	-0.013	0.035
Si	-6.829	-1.344	2.665	0.007	0	0.02
Si	-4.09	1.428	2.662	-0.038	-0.015	-0.005
Si	-1.359	4.02	2.651	0.026	0.003	0.005
Si	-4.014	6.825	2.851	0.005	-0.019	0.044
Si	-1.27	-6.764	2.889	0.006	-0.015	0.033
Si	-4.177	-4.111	2.803	0.006	0.014	0.025
Si	-1.356	-1.367	2.681	0.002	-0.016	0.022
Si	0.016	0	4.025	0.017	0	-0.028
Si	2.71	2.69	4.005	-0.018	-0.007	-0.007
Si	-0.029	5.364	4.089	-0.015	0.009	0.014
Si	2.684	8.119	4.175	-0.006	0.006	-0.004
Si	0.066	-5.373	4.153	0.014	-0.015	0.02
Si	2.72	-2.72	4.036	0.001	-0.023	0.009
Si	5.406	-0.037	4.03	-0.002	-0.004	0.002
Si	8.157	2.721	4.043	0	0.025	-0.018
Si	5.456	5.425	4.12	-0.024	-0.004	0.019
Si	8.177	8.181	4.07	0.004	0.011	0.003
Si	5.454	10.901	4.113	0.011	-0.003	-0.01
Si	8.147	-2.691	4.07	0.004	-0.018	-0.031
Si	-5.444	0.023	4.013	0.002	-0.008	-0.003
Si	-2.715	2.715	4.059	0	0.009	0.009
Si	-5.44	5.465	4.129	-0.002	-0.002	-0.012
Si	-2.661	8.175	4.189	-0.012	0.005	0.001
Si	-5.476	-5.444	4.185	0	0.01	0.022
Si	-2.747	-2.701	4.057	0.009	-0.014	-0.006
Si	1.364	-1.357	16.335	0.006	-0.001	-0.01
Si	4.076	1.412	16.318	0.004	0.002	-0.013
Si	1.373	4.113	16.37	0.007	0.008	-0.008
Si	4.063	6.772	16.349	-0.007	-0.001	-0.001
Si	1.37	-6.837	16.305	-0.003	0.005	-0.01
Si	4.084	-4.093	16.33	-0.002	-0.006	-0.016
Si	6.808	-1.337	16.281	0.006	0.008	-0.006
Si	-6.825	1.361	16.316	-0.003	-0.021	-0.019
Si	6.787	4.072	16.347	0.003	-0.012	-0.007
Si	-6.81	6.79	16.331	-0.005	0.003	-0.003
Si	6.793	9.51	16.337	-0.008	0.002	-0.006
Si	-6.779	-4.089	16.274	0.009	0.004	-0.01
Si	-4.093	-1.339	16.285	-0.005	-0.003	-0.016
Si	-1.362	1.361	16.321	0.005	-0.005	-0.009
Si	-4.084	4.083	16.313	0.002	-0.003	-0.004
Si	-1.337	6.799	16.33	0	0.011	-0.016
Si	-4.046	9.515	16.325	0.008	0.02	-0.01
Si	-1.368	-4.1	16.284	-0.011	-0.007	-0.006
Si	2.735	0.044	17.658	-0.005	-0.001	0.001
Si	5.396	2.761	17.737	0	0.004	-0.005
Si	2.724	5.456	17.797	-0.01	0.008	-0.015
Si	5.428	8.125	17.685	0.013	0.011	0.004
Si	2.708	-5.477	17.661	0.007	-0.006	0.002
Si	5.481	-2.709	17.631	-0.011	0.004	-0.014
Si	8.11	0.029	17.685	0.005	0.002	0.013
Si	-5.446	2.709	17.655	-0.009	0.011	0
Si	8.164	5.413	17.701	-0.006	0.01	0.007
Si	-5.434	8.163	17.659	0.018	-0.008	-0.005
Si	8.195	10.881	17.645	0.003	-0.001	-0.006
Si	-5.44	-2.714	17.62	0	0.01	0.009
Si	-2.746	0.009	17.665	-0.008	-0.002	-0.004
Si	-0.009	2.733	17.674	-0.014	-0.004	0.006
Si	-2.736	5.463	17.662	0.01	-0.005	0.009
Si	0.067	-8.21	17.706	-0.001	-0.013	-0.011
Si	-2.658	-5.471	17.696	0.001	-0.004	0.017
Si	-0.041	-2.733	17.641	0.014	-0.008	-0.011
Si	1.353	1.377	19.029	0.004	0.011	-0.045
Si	4.077	4.11	19.189	0.017	-0.015	0.002
Si	1.381	6.811	19.206	-0.003	0.007	0.004
Si	4.061	-6.837	19.035	-0.017	-0.018	-0.029
Si	1.299	-4.124	18.967	-0.019	-0.015	-0.011
Si	4.148	-1.312	18.955	0.013	0.012	-0.034
Si	6.737	1.39	19.08	0	-0.03	-0.021
Si	-6.781	4.039	19.046	-0.008	-0.007	-0.023
Si	6.779	6.755	19.051	-0.012	-0.005	-0.03
Si	-6.784	9.517	19.015	0.013	0.009	-0.007
Si	6.872	-4.044	18.98	0.014	0.028	-0.015
Si	9.494	-1.367	18.969	0.007	-0.015	-0.048
Si	-4.094	1.378	19.033	-0.005	-0.008	-0.005
Si	-1.382	4.109	19.009	0.012	-0.003	-0.032
Si	-4.098	6.811	19.034	-0.004	0.013	-0.019
Si	-1.264	-6.867	19.057	-0.017	0.031	-0.024
Si	-4.048	-4.055	18.961	-0.002	0.007	-0.052
Si	-1.412	-1.384	18.998	-0.009	-0.018	-0.009
Si	-0.078	-0.006	20.306	0.004	0.028	0.035
Si	2.671	2.726	20.488	-0.023	-0.011	0.067
Si	-0.04	5.396	20.47	-0.016	-0.016	0.083
Si	2.776	8.178	20.592	0.016	0.007	0.072
Si	0.075	-5.509	20.461	0.022	-0.003	0.023
Si	2.699	-2.683	20.136	-0.004	0.006	0.022
Si	5.426	-0.01	20.474	0.013	-0.006	0.033
Si	8.134	2.732	20.418	0.018	-0.015	0.05
Si	5.456	5.469	20.572	0.017	0.028	0.075
Si	8.187	8.123	20.339	-0.015	0	0.034
Si	5.508	-5.43	20.235	0.012	-0.025	0.03
Si	8.182	-2.703	20.409	0.02	0.025	0.055
Si	-5.473	-0.014	20.317	-0.02	-0.023	0.066
Si	-2.778	2.794	20.373	0.01	0.004	0.033
Si	-5.436	5.422	20.398	0.006	0.003	0.039
Si	-2.677	-8.203	20.382	-0.005	0.007	0.043
Si	-5.408	-5.405	20.302	0.021	0.017	0.063
Si	-2.722	-2.733	20.405	-0.021	-0.013	0.053
Si	1.481	-1.245	21.496	-0.183	-0.183	-0.686
Si	3.705	1.028	21.726	0.35	0.307	-0.655
Si	1.016	3.762	21.809	0.2	0.23	-0.744
Si	4.442	7.152	21.927	-0.248	-0.322	-0.756
Si	1.82	-6.397	21.877	-0.443	-0.404	-0.649
Si	3.996	-4.116	21.382	0.149	0.14	-0.693
Si	7.084	-1.113	21.769	-0.248	-0.192	-0.752
Si	-7.032	1.119	21.65	0.158	0.121	-0.788
Si	7.087	4.313	21.824	-0.185	-0.155	-0.697
Si	-7.013	6.554	21.688	0.104	0.176	-0.737
Si	6.659	-6.958	21.572	0.153	0.113	-0.754
Si	9.818	-3.836	21.659	-0.191	-0.157	-0.807
Si	-4.349	-1.571	21.652	0.207	0.129	-0.8
Si	-1.227	1.581	21.594	-0.136	-0.15	-0.752
Si	-3.907	4.32	21.802	-0.113	-0.184	-0.702
Si	-1.636	6.517	21.775	0.094	0.13	-0.698
Si	-3.819	-6.554	21.564	-0.14	-0.107	-0.774
Si	-1.583	-4.384	21.65	0.14	0.195	-0.776
Si	-3.492	4.432	-2.915	-0.112	0.038	0.079
Si	1.533	6.824	-3.929	-0.124	0.029	0.004
Si	0.25	-3.069	23.799	0.021	-0.05	-0.073
Si	7.403	-5.532	26.601	-0.012	-0.108	0.156
Si	1.501	0	26.393	0.015	-0.062	-0.046
Si	7.278	-2.241	-5.718	0.06	0.015	-0.148
Si	1.272	-6.735	-2.756	-0.151	0.049	0.051
Si	-5.098	6.305	-4.727	-0.026	0.106	0.039
Si	8.041	2.137	-6.474	0.018	0.086	-0.098
Si	-5.315	2.486	23.955	0.049	0.078	-0.08
Si	5.686	-4.872	-5.161	-0.008	-0.073	-0.019
Si	7.773	-7.226	-4.66	-0.009	-0.078	0.066
Si	-3.103	0.325	23.829	-0.067	0.023	-0.143
Si	6.52	4.078	24.815	-0.032	-0.064	-0.079
Si	7.045	6.329	-3.834	-0.038	0.196	-0.119
Si	1.647	7.086	-7.03	0.012	-0.059	-0.085
Si	5.148	5.211	-2.029	-0.005	0.04	0.032
Si	-5.599	-4.399	-2.972	-0.114	-0.016	0.029
Si	1.156	-1.157	-5.619	0.047	-0.012	0.072
Si	3.201	0.909	-6.829	-0.004	-0.052	-0.006
Si	-0.901	6.889	24.718	0.009	0.044	-0.036
Si	5.015	1.995	26.588	-0.019	0.055	-0.01
Si	-6.995	4.087	26.052	-0.076	-0.059	0.027
Si	2.534	4.254	-2.799	-0.16	0.024	0.137
Si	-1.208	-7.394	26.764	0.089	0.079	-0.031
Si	8.146	-8.136	-1.873	0.094	0.084	-0.041
Si	-1.15	6.544	-2.599	0.112	-0.005	0.067
Si	-5.317	0.089	-2.077	0.052	0.003	0.105
Si	-5.703	-7.121	-4.714	0.056	-0.058	0.016
Si	-7.607	4.889	-5.779	0.093	0.056	-0.086
Si	-7.784	-5.697	23.79	0.094	-0.073	-0.11
Si	-1.481	-7.047	-3.837	0.046	-0.054	0.017
Si	-0.936	0.867	-5.296	0.002	0.075	-0.037
Si	1.376	4.685	24.822	-0.076	-0.033	-0.164
Si	-3.525	7.568	25.948	0.076	0.05	-0.159
Si	5.896	0.39	-5.24	0.046	-0.1	-0.016
Si	-3.226	-8.135	-6.029	-0.138	0.055	0.133
Si	-5.607	-7.919	23.784	-0.022	0.075	-0.167
Si	4.12	6.186	24.951	0.062	0.036	-0.17
Si	3.469	-4.496	-2.978	0.111	0.023	0.171
Si	0.152	4.604	-7.269	0.023	0.057	-0.026
Si	1.465	-3.541	-7.475	-0.001	-0.035	-0.076
Si	-6.162	-0.206	-7.022	-0.113	0.024	0.15
Si	5.121	-0.218	-2.229	0.028	0.03	0.1
Si	-2.702	1.589	-2.951	0.096	0.028	0.163
Si	-1.248	-1.186	25.847	0.102	-0.006	-0.112
Si	5.202	-2.36	23.768	0.049	0.077	-0.028
Si	-3.026	-5.2	-2.105	0.103	-0.021	0.228
Si	-6.508	-1.736	-4.348	0.101	-0.075	0.034
Si	4.646	-4.358	25.926	-0.076	-0.055	-0.041
Si	2.398	-1.764	-2.904	-0.031	0.029	0.09
Si	2.149	-5.482	24.64	-0.02	-0.007	-0.164
Si	1.46	2.818	-5.249	0.031	0.062	-0.035
Si	3.725	0.278	24.49	0.027	0.066	-0.101
Si	1.366	-1.352	5.404	0.007	0.003	0.002
Si	4.06	1.339	5.393	0	0.006	0.005
Si	1.366	4.029	5.42	0.01	0.002	0.01
Si	4.099	6.787	5.482	0.014	-0.005	0.01
Si	1.363	9.526	5.506	0.006	-0.012	0.024
Si	4.078	12.263	5.438	-0.007	-0.004	0.008
Si	6.775	-1.355	5.427	-0.007	0.007	0.005
Si	9.525	1.369	5.403	0.003	-0.001	0.003
Si	6.804	4.048	5.448	0.017	0.008	0.013
Si	9.518	6.825	5.463	-0.004	0.003	0.006
Si	6.812	9.524	5.449	-0.003	-0.006	0.007
Si	-6.831	12.277	5.472	-0.019	-0.009	0.013
Si	-4.089	-1.326	5.41	-0.014	-0.005	0
Si	-1.353	1.344	5.407	-0.015	-0.008	-0.002
Si	-4.068	4.077	5.439	0.014	0.006	0.01
Si	-1.332	6.761	5.487	0.019	0.01	0.021
Si	-4.077	-6.8	5.501	-0.002	-0.002	0.004
Si	-1.373	-4.042	5.445	-0.013	0.003	0.006
Si	2.717	-0.006	6.783	-0.001	0.002	0.001
Si	5.424	2.692	6.78	-0.006	-0.004	-0.002
Si	2.715	5.409	6.794	-0.007	0.007	0.002
Si	5.457	8.163	6.819	0.007	0.003	0.005
Si	2.746	10.89	6.822	0.018	-0.01	-0.002
Si	5.43	-2.705	6.808	-0.005	-0.003	0.001
Si	8.154	0.011	6.771	-0.005	0.002	-0.003
Si	10.885	2.712	6.787	0.004	0	-0.003
Si	8.158	5.436	6.797	-0.003	0	0
Si	-5.442	8.16	6.841	0.006	0.003	0.001
Si	-8.171	10.892	6.822	0	0.007	0
Si	10.881	-2.689	6.795	-0.001	0.011	0
Si	-2.719	0.008	6.784	0.008	-0.004	0
Si	-0.002	2.695	6.79	0.006	-0.004	0.001
Si	-2.722	5.424	6.825	-0.005	0.003	-0.001
Si	0.002	8.152	6.84	-0.006	0	0.004
Si	-2.712	-5.418	6.82	0.002	-0.01	0.008
Si	0.003	-2.694	6.791	-0.003	0.003	0
Si	1.358	1.346	8.155	0.001	-0.006	-0.001
Si	4.078	4.059	8.153	-0.004	-0.005	-0.001
Si	1.374	6.784	8.17	0.01	0.015	-0.002
Si	4.099	9.526	8.177	0.003	0.011	0.01
Si	1.361	-4.066	8.156	0	-0.006	-0.013
Si	4.072	-1.351	8.163	0.004	0	-0.003
Si	6.794	1.354	8.148	-0.005	0.001	-0.001
Si	9.526	4.078	8.151	0.005	0.003	-0.006
Si	6.808	6.794	8.17	-0.002	0.004	0.001
Si	-6.803	9.532	8.179	-0.001	-0.001	-0.007
Si	6.785	-4.072	8.171	-0.006	-0.012	-0.001
Si	9.511	-1.341	8.151	0.005	-0.005	-0.007
Si	-4.077	1.362	8.154	0.005	0.006	-0.006
Si	-1.352	4.06	8.163	-0.006	0.005	-0.006
Si	-4.08	6.79	8.182	-0.003	-0.001	0.002
Si	-1.365	-6.797	8.178	-0.012	-0.014	0.001
Si	-4.083	-4.057	8.163	0.008	0.001	-0.005
Si	-1.359	-1.346	8.155	-0.002	0.001	-0.002
Si	-0.002	0.001	9.526	-0.003	0	0.002
Si	2.716	2.708	9.517	-0.008	-0.003	-0.004
Si	0.003	5.428	9.522	-0.005	0.001	-0.006
Si	2.731	8.156	9.52	0.012	-0.003	0.003
Si	0.01	-5.435	9.519	0.001	-0.005	-0.003
Si	2.716	-2.713	9.527	0.006	0.005	-0.003
Si	5.438	0.002	9.52	-0.006	-0.006	0.001
Si	8.155	2.722	9.506	-0.001	0.005	-0.008
Si	5.436	5.431	9.512	0.001	0.005	-0.003
Si	-8.157	8.159	9.532	0.006	0.001	-0.004
Si	5.444	-5.434	9.544	0.003	0.001	0.001
Si	8.157	-2.71	9.515	-0.01	-0.008	-0.004
Si	-5.442	0.008	9.515	0.001	0.002	-0.004
Si	-2.72	2.714	9.526	-0.001	-0.002	0.002
Si	-5.443	5.43	9.53	0.011	0	-0.001
Si	-2.723	8.159	9.532	-0.007	0.007	0.005
Si	-5.438	-5.427	9.524	-0.003	-0.003	-0.001
Si	-2.713	-2.708	9.519	0.007	0	-0.004
Si	1.358	-1.355	10.891	-0.01	-0.002	-0.002
Si	4.077	1.358	10.882	0.006	-0.001	-0.002
Si	1.362	4.07	10.881	0.011	-0.002	-0.002
Si	4.087	6.796	10.879	-0.005	0.007	-0.002
Si	1.369	9.519	10.877	0.001	0.001	-0.004
Si	4.076	-4.074	10.891	-0.003	-0.012	0.002
Si	6.794	-1.359	10.88	0.001	0.004	-0.005
Si	9.517	1.368	10.871	0.002	-0.001	0
Si	6.798	4.08	10.874	0	0.004	-0.001
Si	-6.8	6.795	10.89	-0.001	0	0.002
Si	-9.513	9.518	10.894	-0.002	-0.001	0.004
Si	9.514	-4.074	10.878	0.004	0.008	-0.006
Si	-4.078	-1.351	10.874	0.002	-0.01	0
Si	-1.361	1.359	10.888	0.005	0.001	0.001
Si	-4.077	4.078	10.887	-0.001	0.003	0.003
Si	-1.357	6.792	10.88	-0.003	0.005	0.002
Si	-4.084	9.523	10.884	0.004	0.001	0.002
Si	-1.352	-4.075	10.875	-0.011	-0.004	-0.005
Si	2.716	0.007	12.253	0.003	-0.002	-0.001
Si	5.435	2.725	12.233	-0.003	-0.004	0
Si	2.723	5.437	12.232	0.002	0.006	-0.002
Si	5.444	8.153	12.245	0.001	-0.002	0
Si	2.724	10.875	12.248	0.001	0.001	0
Si	5.436	-2.714	12.25	0.001	0.003	0
Si	8.155	0.008	12.229	-0.004	-0.008	0.001
Si	10.872	2.725	12.24	0.003	0	0.003
Si	8.151	5.439	12.245	-0.002	0.001	0.003
Si	-5.436	8.155	12.246	0.001	0.006	0.006
Si	-8.153	10.88	12.25	0.007	-0.001	0.002
Si	10.881	-2.716	12.225	-0.002	-0.003	-0.001
Si	-2.722	0.001	12.246	-0.005	0.003	0.002
Si	0.001	2.719	12.247	-0.011	-0.001	-0.001
Si	-2.714	5.437	12.249	-0.001	0.001	0.003
Si	0.007	8.154	12.231	-0.001	0.003	0
Si	-2.712	-5.439	12.229	0.006	0.002	0.003
Si	0.004	-2.723	12.247	0.004	-0.003	0.002
Si	1.36	1.372	13.618	-0.001	0.004	0.002
Si	4.081	4.087	13.597	-0.004	0.004	0.004
Si	1.363	6.791	13.592	0.005	0	0.004
Si	4.085	9.508	13.606	0.001	-0.006	-0.001
Si	1.367	-4.085	13.608	-0.001	-0.011	0.001
Si	4.075	-1.352	13.613	-0.004	0.005	0.001
Si	6.795	1.368	13.589	0.008	-0.004	0.002
Si	9.509	4.081	13.604	-0.006	0.003	0.006
Si	6.793	6.794	13.616	-0.006	0.005	0.006
Si	-6.794	9.511	13.609	0.004	0.003	0.008
Si	6.797	-4.081	13.603	-0.002	0.001	0.004
Si	9.52	-1.355	13.576	0.008	0.002	-0.004
Si	-4.087	1.369	13.597	-0.006	-0.007	0.006
Si	-1.351	4.079	13.611	0.011	-0.003	0.004
Si	-4.072	6.799	13.61	0.008	0.002	0.009
Si	-1.352	9.515	13.584	-0.014	0.009	0.001
Si	-4.077	-4.079	13.578	-0.002	0.002	-0.004
Si	-1.357	-1.361	13.603	-0.002	-0.009	0.003
Si	0.003	-0.002	14.968	-0.004	-0.001	-0.001
Si	2.712	2.758	14.969	0.009	0.001	0
Si	0.015	5.44	14.972	-0.006	0	0.004
Si	2.73	8.131	14.956	-0.005	0.003	-0.006
Si	0.008	-5.461	14.951	0.004	-0.005	-0.005
Si	2.722	-2.723	14.975	0.001	-0.004	-0.003
Si	5.43	0.03	14.957	-0.003	0.005	-0.005
Si	8.14	2.724	14.963	-0.005	-0.001	0.002
Si	5.432	5.43	14.98	-0.001	-0.002	0
Si	8.156	8.156	14.971	0.003	-0.003	0.001
Si	5.442	10.871	14.966	-0.003	-0.003	-0.001
Si	8.17	-2.712	14.938	0	-0.001	-0.002
Si	-5.462	0.013	14.942	-0.002	-0.004	-0.002
Si	-2.721	2.72	14.96	-0.006	0.003	-0.006
Si	-5.448	5.441	14.96	-0.002	0	-0.002
Si	-2.695	8.159	14.961	0.01	0.004	0.004
Si	-5.408	-5.452	14.945	0.004	0.002	-0.001
Si	-2.73	-2.722	14.945	-0.001	0.004	0.001
O	-1.984	1.001	22.896	0.062	-0.031	0.276
O	2.429	2.261	-6.409	-0.028	0.299	-0.46
O	-8.109	5.451	22.209	0.297	0.164	0.3
O	1.686	-6.585	23.514	-0.071	-0.428	0.375
O	3.991	6.769	23.444	-0.32	0.082	-0.01
O	-3.881	3.972	-1.41	0.083	-0.346	-0.114
O	-5.419	-2.708	22.13	0.054	-0.076	0.277
O	-2.778	5.429	22.26	0.085	0.018	0.407
O	-5.485	5.666	-0.381	0.099	-0.167	-0.274
O	2.161	0.325	24.937	-0.341	0.194	-0.349
O	2.736	2.54	-0.289	-0.178	0.003	-0.089
O	-5.929	-1.157	-5.738	0.591	0.002	0.093
O	7.016	1.54	-5.384	0.058	0.22	0.5
O	-2.726	-5.464	22.104	-0.197	0.188	0.519
O	2.747	8.146	-0.289	-0.086	-0.099	-0.252
O	-3.833	-0.857	23.012	0.042	0.017	0.492
O	5.49	-5.584	-0.297	0.236	0.02	-0.165
O	2.919	-5.197	21.927	0.067	0.031	0.244
O	6.392	4.489	-1.304	0.391	-0.19	-0.16
O	1.8	8.085	-2.978	0.384	-0.136	0.406
O	5.799	-5.223	26.705	-0.394	-0.175	0.542
O	6.566	-1.698	23.205	0.322	0.004	0.578
O	-4.173	0.984	-2.747	-0.106	0.129	-0.308
O	1.533	-1.844	-1.535	-0.276	-0.265	-0.279
O	-8.121	0.014	22.167	0.132	0.025	0.506
O	-6.375	1.785	22.968	0.069	0.094	-0.05
O	4.853	-4.925	-6.535	0.009	-0.295	-0.195
O	5.57	5.784	-3.487	-0.649	0.063	-0.635
O	0.298	6.214	-7.332	-0.478	0.292	-0.213
O	-7.045	-4.484	23.042	-0.121	0.301	0.358
O	-6.732	-6.848	24.196	0.092	-0.077	0.562
O	2.744	5.412	25.233	0.077	-0.312	0.568
O	3.72	2.948	26.76	0.036	0.464	-0.144
O	-8.147	2.768	-0.456	-0.172	-0.03	-0.426
O	0.906	-1.966	22.828	-0.16	0.335	0.471
O	-6.313	7.173	23.019	0.042	-0.342	0.431
O	0.042	6.255	-3.641	-0.13	-0.416	-0.333
O	-0.091	2.612	22.153	-0.088	0.023	0.247
O	0.321	1.767	-4.847	0.122	-0.079	0.361
O	-1.89	1.611	-1.536	-0.054	0.274	-0.208
O	6.538	3.681	23.233	-0.414	-0.661	-0.05
O	-6.142	-0.72	-3.175	-0.24	0.131	0.082
O	1.436	4.279	-1.59	-0.513	0.032	-0.178
O	-0.734	6.391	-1.039	0.366	-0.171	0.079
O	-2.77	-2.637	-0.22	0.03	0.084	-0.218
O	-0.409	-8.104	25.524	0.463	0.486	-0.182
O	7.012	-7.588	-0.902	-0.246	-0.336	-0.275
O	-4.75	5.103	-3.694	-0.52	-0.086	0.192
O	-2.893	3.08	-3.571	0.275	-0.119	-0.792
O	4.07	1.343	23.299	0.311	0.274	0.361
O	4.638	0.668	25.757	0.377	-0.366	0.251
O	0.027	-6.471	-3.759	0.057	0.157	-0.617
O	8.022	4.541	25.205	0.029	0.524	-0.213
O	4.755	-4.908	-3.849	-0.004	-0.053	0.046
O	2.469	-5.734	-3.062	0.221	-0.087	0.084
O	2.722	-3.199	-3.563	-0.024	-0.049	-0.871
O	2.569	5.67	-3.554	0.405	0.191	-0.396
O	8.112	-2.731	-7.027	0.167	-0.58	0.371
O	2.541	-0.098	21.941	-0.22	-0.131	0.126
O	4.018	4.074	-2.195	0.243	-0.615	-0.033
O	-0.055	-0.017	-0.545	0.045	0.059	-0.427
O	3.784	-1.06	-2.506	-0.102	-0.243	0.188
O	1.525	-7.758	-7.66	0.161	0	0.09
O	8.131	-2.692	-0.55	0.163	-0.039	-0.363
O	5.445	-3.203	25.114	0.536	0.145	0.248
O	-4.076	-4.052	-2.53	0.216	0.578	0.005
O	-7.15	-7.058	-5.475	-0.057	0.03	-0.505
O	-6.349	1.039	-1.29	-0.409	-0.05	-0.333
O	4.597	6.447	-1.146	0.162	0.172	-0.16
O	-0.94	7.155	23.114	0.563	0.568	0.088
O	-6.828	7.89	-1.041	0.44	0.256	0.181
O	4.524	0.856	-5.922	-0.078	0.137	0.221
O	1.639	-6.009	26.073	0.204	-0.444	0.098
O	4.662	-3.353	22.633	0.29	-0.015	0.186
O	-0.502	-2.324	24.997	-0.071	-0.228	0.038
O	7.67	5.302	-6.959	-0.08	0.636	-0.208
O	-1.71	-4.658	-1.313	0.373	-0.266	-0.245
O	1.273	3.399	25.806	-0.299	-0.227	-0.137
O	-2.52	-5.891	-3.46	-0.184	0.123	-0.561
O	-8.091	-7.084	-3.096	0.1	0.445	0.133
O	-2.336	-0.321	25.06	-0.096	-0.04	0.29
O	-4.6	3.717	23.159	-0.214	0.249	0.147
O	-0.905	-3.883	23.031	-0.319	-0.393	0.423
O	-1.633	8.07	-2.779	-0.206	0.169	0.459
O	7.117	2.845	-7.63	-0.434	-0.302	-0.664
O	1.417	-4.061	24.307	0.17	0.3	0.201
O	2.948	6.288	-7.586	0.054	0.191	0.484
O	-3.746	6.729	-5.524	0.474	-0.461	-0.193
O	3.816	-4.072	-1.452	-0.294	0.278	-0.227
O	-4.636	-0.995	-1.111	-0.198	-0.523	-0.114
O	5.565	-8.009	22.164	0.071	0.046	0.361
O	7.7	6.75	-2.426	0.036	-0.517	0.445
O	-2.6	8.115	-0.175	-0.238	0.007	-0.42
O	-4.721	0.456	-7.277	0.352	0.053	0.438
O	-4.839	7.855	25.073	-0.354	0.01	0.175
O	3.753	-5.234	24.864	0.158	-0.09	-0.159
O	-5.95	5.292	26.256	0.557	0.32	-0.372
O	-4.494	-7.218	22.87	0.331	0.06	0.086
O	6.23	-1.07	-1.41	0.053	-0.085	0.023
O	1.764	7.274	-5.443	0.324	0.15	0.051
O	-7.321	0.918	-6.894	0.13	-0.21	-0.32
O	2.24	-0.346	-6.5	0.037	-0.252	-0.34
O	4.228	7.291	26.14	0.121	0.308	0.143
O	-2.775	-7.368	26.352	-0.003	0.472	0.051
O	6.72	-6.107	-5.103	-0.168	-0.041	-0.009
O	5.439	5.256	25.028	0.201	0.175	0.379
O	0.081	5.641	25.021	-0.119	-0.172	0.362
O	7.373	-6.271	22.845	-0.258	-0.055	0.241
O	-2.346	5.543	-2.908	0.127	0.031	-0.301
O	4.711	1.065	-1.328	0.139	0.262	-0.193
O	-1.908	0.687	-4.025	0.129	-0.383	-0.209
O	0.774	4.156	-5.843	0.078	0.401	0.374
O	6.139	2.83	25.774	0.187	-0.072	0.263
O	1.519	4.295	23.258	0.465	0.077	-0.048
O	-2.774	8.043	-7.552	-0.206	-0.643	-0.23
O	-0.098	-0.177	26.361	-0.285	0.251	0.159
O	-5.618	-5.858	-3.697	0.322	0.053	0.32
O	6.459	-3.476	-5.136	-0.232	0.075	0.107
O	6.316	-0.977	-6.026	-0.228	-0.075	-0.346
O	1.129	-2.68	-6.153	0.073	-0.265	0.109
O	-3.909	-6.235	-1.199	-0.608	0.199	-0.231
O	0.85	-6.573	-1.196	-0.156	0.334	-0.064
O	-4.461	-7.093	-5.768	-0.008	0.536	-0.445
O	2.253	3.105	-3.881	0.479	-0.513	0.167
O	-1.881	-7.618	-5.285	0.344	0.08	-0.254
O	-6.515	-4.395	-1.617	-0.149	-0.237	-0.215
O	7.93	5.123	-4.396	-0.024	-0.464	0.362
O	-0.34	-0.554	-5.785	-0.416	-0.244	-0.362
O	-1.72	1.591	-6.497	-0.402	-0.101	0.031
O	1.122	-5.103	-7.205	0.028	-0.214	0.691
O	-4.173	1.414	24.352	0.237	-0.023	0.195
O	1.567	-1.007	-4.057	-0.456	0.128	0.164
O	7.085	7.623	-4.824	-0.414	0.014	-0.267
O	-2.432	6.614	25.208	-0.167	-0.497	-0.018
O	-1.359	4.041	-7.447	-0.31	0.45	-0.092
O	-6.237	5.752	-5.755	0.009	0.044	-0.326
O	-8.104	-1.754	-4.504	-0.198	0.324	0.346
O	-6.149	2.95	25.261	0.262	-0.442	0
O	-5.623	7.697	-4.019	0.029	-0.101	0.312
O	4.1	-1.221	24.04	-0.427	-0.088	0.092
O	7.842	-5.139	25.11	-0.223	0.393	0.003
O	-6.034	-3.247	-4.018	-0.078	-0.129	-0.381
O	5.729	0.189	-3.653	0.251	0.22	-0.048
O	-7.311	3.302	-5.891	0.658	-0.261	0.178

Results
total energy: -101657.186 eV
total energy less fixed offsets of O -438.25, Si -107.07 eV per atom: -3.986 eV
